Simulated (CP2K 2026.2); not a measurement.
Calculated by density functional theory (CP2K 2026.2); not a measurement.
Periodic cell of 552 atoms, Si316O236, from a study of silicon, its oxide and their interface. The atomic structure is a simulated model.
Doubt: the forces sum to 3.02 eV/angstrom along one axis rather than to zero, so they err by at least 0.0055 eV/angstrom per atom on average; the grid cutoff is modest.

Settings: functional PBE; method Gaussian and plane waves; basis set DZVP-MOLOPT-SR-GTH; pseudopotentials GTH-PBE; grid cutoff 350 Ry, relative cutoff 50 Ry; k points Gamma only; occupations fixed; spin none; net charge 0.

Cell vectors (angstrom)
a	16.332	0	0
b	0	16.332	0
c	0	0	34.8196

Atoms and the computed forces on them: element, x, y, z (angstrom), force x, y, z (eV/angstrom)
Si	16.231	0.204	0.184	0.361	-0.47	0.575
Si	2.459	2.98	0.146	0.204	-0.073	0.813
Si	0.198	5.144	0.021	-0.21	0.194	0.766
Si	2.915	7.782	0.219	0.05	0.165	0.767
Si	15.988	10.955	34.615	0.235	-0.066	0.751
Si	2.482	13.551	34.599	0.06	0.035	0.864
Si	5.535	16.213	0.079	-0.254	0.196	0.774
Si	8.399	2.539	0.028	-0.253	0.073	0.753
Si	5.237	5.768	0.165	-0.016	-0.224	0.785
Si	7.843	8.396	0.083	0.309	-0.167	0.788
Si	5.628	10.674	34.788	-0.366	0.278	0.74
Si	7.699	13.939	0.144	0.246	-0.092	0.856
Si	10.625	0.358	0.213	-0.067	-0.122	0.698
Si	13.868	2.346	0.312	-0.339	0.474	0.663
Si	10.856	5.306	34.714	-0.055	0.172	0.741
Si	13.419	8.197	0.151	0.13	-0.178	0.78
Si	11.296	10.513	0.027	-0.287	0.138	0.816
Si	13.863	13.302	34.654	-0.106	0.125	0.719
Si	1.405	1.391	1.498	0.006	0.029	-0.045
Si	4.071	4.129	1.4	-0.018	0.009	-0.058
Si	1.329	6.656	1.461	-0.005	-0.023	-0.027
Si	4.061	9.508	1.321	-0.011	0.009	-0.058
Si	1.284	12.097	1.185	-0.039	0.007	-0.077
Si	3.871	14.974	1.204	0.042	-0.048	-0.045
Si	6.786	1.401	1.355	0.011	-0.01	-0.032
Si	9.418	4.167	1.377	0.034	-0.047	-0.058
Si	6.749	6.897	1.505	0.022	-0.021	-0.086
Si	9.548	9.5	1.27	-0.01	0.006	-0.04
Si	6.658	12.271	1.375	0.005	-0.036	-0.023
Si	9.443	15.004	1.339	-0.013	-0.032	-0.064
Si	12.172	1.404	1.573	-0.012	0.018	0.044
Si	14.964	4.077	1.425	0.004	0.016	-0.045
Si	12.182	6.654	1.358	-0.038	0.015	-0.058
Si	14.964	9.477	1.332	-0.014	0.023	-0.041
Si	12.315	12.213	1.278	0.007	0.014	-0.05
Si	15.008	14.838	1.253	-0.015	0.011	-0.006
Si	16.313	2.715	2.814	-0.002	0.014	0.026
Si	2.734	16.311	2.759	0.022	0.004	-0.001
Si	16.332	8.142	2.705	-0.002	-0.014	0.004
Si	2.698	5.379	2.847	0.022	0.018	0.034
Si	0.028	13.521	2.643	0.007	0.002	0.021
Si	2.668	10.849	2.642	0.007	0.02	0.013
Si	5.435	2.742	2.718	-0.012	-0.008	0.019
Si	8.125	0.027	2.753	-0.004	0.025	0.022
Si	5.394	8.25	2.813	-0.029	-0.017	0.036
Si	8.092	5.473	2.78	0.001	0.005	0.017
Si	5.261	13.634	2.666	-0.011	0.024	0.029
Si	8.166	10.912	2.637	-0.005	0.001	0.003
Si	10.836	2.857	2.807	-0.033	0.023	0.015
Si	13.6	16.212	2.691	0.045	0.008	-0.024
Si	10.83	8.094	2.688	0.014	0.002	-0.001
Si	13.592	5.421	2.763	0.004	0.009	0.004
Si	10.88	13.592	2.602	0.007	0.005	0.014
Si	13.632	10.867	2.713	-0.006	0.002	0.031
Si	1.344	4.032	4.188	0.012	-0.007	0.001
Si	4.113	1.342	4.091	-0.012	0.005	-0.009
Si	1.353	9.504	4.064	0	0.004	0.001
Si	4.053	6.82	4.125	-0.011	-0.013	-0.009
Si	1.345	14.924	4.056	-0.032	-0.022	-0.017
Si	3.999	12.233	4.051	0.002	-0.008	0
Si	6.763	4.084	4.119	-0.01	0.014	0.013
Si	9.499	1.396	4.103	0.002	0.011	-0.02
Si	6.823	9.588	4.085	0.005	0.019	-0.022
Si	9.487	6.807	4.123	0.016	0.007	-0.008
Si	6.725	14.964	4.04	-0.002	0.003	-0.024
Si	9.524	12.257	4.004	0.01	-0.005	0.008
Si	12.238	4.12	4.172	0.006	-0.013	0.011
Si	14.935	1.291	4.075	-0.025	0.009	-0.004
Si	12.22	9.494	4.026	0.006	0.006	-0.02
Si	14.954	6.813	4.084	-0.01	-0.025	-0.004
Si	12.226	14.913	4.046	-0.016	-0.027	0.003
Si	14.992	12.228	4.067	0.026	-0.012	-0.012
Si	16.329	16.296	5.431	0.002	0.011	0.018
Si	2.74	2.674	5.477	0.004	-0.014	0.008
Si	16.31	5.443	5.469	0.006	0.014	0.003
Si	2.701	8.17	5.463	0.015	0.01	0.011
Si	0.014	10.884	5.438	-0.027	0.004	0.013
Si	2.703	13.593	5.451	0.008	0.005	0.011
Si	5.451	16.324	5.471	0.003	0.028	0.011
Si	8.139	2.73	5.474	-0.004	-0.011	0.012
Si	5.415	5.455	5.469	-0.023	0.003	0.012
Si	8.138	8.196	5.46	-0.022	-0.005	0.024
Si	5.436	10.927	5.424	-0.004	-0.009	0.013
Si	8.151	13.615	5.375	0.005	-0.01	0.011
Si	10.89	16.324	5.405	0.031	0.009	-0.01
Si	13.592	2.681	5.447	0.021	-0.009	-0.001
Si	10.859	5.477	5.505	0.014	0.001	0.009
Si	13.581	8.17	5.429	0.017	0.019	0.002
Si	10.871	10.887	5.383	-0.011	-0.009	0.005
Si	13.615	13.593	5.415	0.005	0.02	0
Si	1.377	1.314	6.81	0.007	-0.003	0
Si	4.082	4.064	6.825	0	0.001	-0.006
Si	1.361	6.789	6.818	-0.013	0.006	0.008
Si	4.092	9.533	6.787	-0.011	-0.016	-0.004
Si	1.37	12.24	6.827	0	-0.003	0.005
Si	4.098	14.943	6.814	-0.003	-0.011	0.006
Si	6.805	1.36	6.84	0.001	-0.008	0.009
Si	9.499	4.082	6.839	-0.009	0.006	0.008
Si	6.771	6.823	6.814	-0.003	-0.02	-0.004
Si	9.52	9.558	6.795	0.02	0.011	0.001
Si	6.824	12.266	6.787	-0.019	0.008	0
Si	9.519	14.977	6.762	-0.006	0.015	-0.01
Si	12.24	1.333	6.808	0.002	0.005	0.009
Si	14.952	4.055	6.806	-0.017	-0.024	-0.004
Si	12.227	6.846	6.835	-0.011	0.01	0.001
Si	14.958	9.531	6.772	-0.007	-0.015	0.005
Si	12.238	12.249	6.751	0.016	-0.016	-0.006
Si	14.968	14.957	6.802	-0.002	0	0.011
Si	0.019	2.704	8.154	0.006	-0.001	-0.012
Si	2.756	16.31	8.174	-0.001	0.01	0.002
Si	0.005	8.177	8.122	-0.003	0.003	-0.006
Si	2.723	5.414	8.188	-0.003	-0.01	0
Si	0.021	13.626	8.174	-0.013	0.001	0.005
Si	2.771	10.892	8.168	0.001	0.009	0.002
Si	5.452	2.734	8.197	-0.008	0.012	-0.004
Si	8.19	16.328	8.17	-0.004	0.019	0.006
Si	5.407	8.165	8.188	-0.006	0.015	0.003
Si	8.117	5.455	8.169	0	0.016	-0.003
Si	5.504	13.615	8.186	0.012	0.021	0.004
Si	8.176	10.913	8.177	0.004	-0.012	-0.007
Si	10.868	2.686	8.167	0.002	-0.005	-0.006
Si	13.633	0.01	8.177	-0.005	0.019	-0.01
Si	10.861	8.216	8.189	0.021	-0.002	0.009
Si	13.582	5.437	8.145	0.004	0.003	-0.009
Si	10.908	13.633	8.127	0.01	0.002	-0.014
Si	13.588	10.903	8.113	0.015	-0.002	0.008
Si	1.361	4.048	9.546	-0.01	-0.012	0
Si	4.131	1.333	9.537	0.005	-0.021	0.005
Si	1.401	9.502	9.482	-0.012	-0.009	-0.013
Si	4.077	6.758	9.571	0.008	-0.004	0.002
Si	1.406	14.982	9.552	0.005	-0.023	0.006
Si	4.165	12.232	9.537	0.018	-0.02	-0.013
Si	6.784	4.108	9.58	0.005	0.005	-0.005
Si	9.519	1.346	9.571	0.004	-0.002	0
Si	6.793	9.531	9.516	-0.009	-0.006	0.014
Si	9.461	6.832	9.501	-0.019	-0.002	-0.024
Si	6.878	14.973	9.569	0.012	-0.015	-0.015
Si	9.561	12.302	9.52	-0.004	-0.01	0.002
Si	12.208	4.078	9.497	-0.008	0.011	0.011
Si	15.027	1.355	9.548	0.009	0.002	0.001
Si	12.219	9.615	9.525	-0.023	-0.002	-0.008
Si	14.973	6.816	9.45	0.007	0.019	-0.02
Si	12.264	14.994	9.524	0.011	0.019	0.012
Si	14.976	12.231	9.466	-0.018	-0.014	-0.016
Si	0.071	0.009	10.962	-0.001	0.022	0.007
Si	2.728	2.64	10.883	-0.02	-0.004	-0.007
Si	16.329	5.491	10.835	0.002	-0.003	0.002
Si	2.702	8.127	10.893	-0.04	-0.007	0
Si	0.037	10.875	10.786	-0.001	0.016	-0.005
Si	2.83	13.627	10.854	-0.025	0.028	0.005
Si	5.548	0.025	10.915	0.005	0.024	0.008
Si	8.155	2.744	10.915	-0.012	0.004	-0.006
Si	5.433	5.433	11.009	-0.023	0.004	0.024
Si	8.091	8.149	10.9	-0.002	-0.041	0.013
Si	5.525	10.891	10.948	0.005	-0.001	0.029
Si	8.283	13.656	10.959	0.007	0.044	0
Si	10.897	16.324	10.937	-0.005	-0.006	0.031
Si	13.647	2.774	10.827	0.001	0.01	-0.01
Si	10.773	5.421	10.815	-0.001	-0.02	-0.01
Si	13.616	8.206	10.758	0.031	-0.021	0.011
Si	10.87	10.976	10.945	0.032	-0.007	0.02
Si	13.666	13.614	10.827	0.026	-0.006	-0.011
Si	1.451	1.349	12.383	-0.001	0.001	0
Si	4.038	3.967	12.272	0.021	0.007	-0.015
Si	1.305	6.801	12.288	-0.004	0.037	-0.028
Si	4.144	9.427	12.207	0.002	0.003	-0.04
Si	1.45	12.214	12.101	-0.002	-0.018	-0.035
Si	4.224	14.967	12.235	-0.002	-0.034	-0.025
Si	6.884	1.382	12.342	0.003	-0.005	0.001
Si	9.446	4.12	12.306	-0.011	0.009	-0.011
Si	6.803	6.812	12.41	0.017	0.006	-0.004
Si	9.386	9.594	12.205	-0.006	0.007	-0.04
Si	6.959	12.27	12.305	-0.001	-0.007	-0.019
Si	9.635	14.971	12.451	-0.002	-0.013	-0.002
Si	12.313	1.413	12.162	0.01	-0.004	-0.032
Si	14.926	4.218	12.187	-0.005	-0.005	-0.015
Si	12.14	6.877	11.98	0.005	0	-0.041
Si	15.02	9.509	12.131	0.017	-0.022	-0.039
Si	12.303	12.387	12.261	-0.023	0	-0.017
Si	15.086	14.86	12.233	0.021	-0.018	-0.014
Si	0.026	2.938	13.528	0.054	0.014	0.026
Si	2.889	16.189	13.718	-0.02	0.056	0.027
Si	16.261	8.184	13.661	0.008	-0.053	0.047
Si	2.698	5.394	13.573	-0.004	0.014	0.048
Si	0.222	13.518	13.591	-0.01	0.049	0.076
Si	2.799	10.842	13.43	0.002	0.017	0.03
Si	5.372	2.604	13.693	-0.02	-0.019	0.022
Si	8.331	0.141	13.782	0.04	0.016	0.041
Si	5.422	8.207	13.773	0.002	-0.034	0.032
Si	8.097	5.4	13.849	-0.035	-0.017	0.051
Si	5.656	13.683	13.624	0.007	0.032	0.02
Si	8.2	10.9	13.789	0.006	0.001	0.056
Si	10.997	2.837	13.515	0.024	0.001	0.008
Si	13.653	16.267	13.417	-0.046	-0.011	0.016
Si	10.807	8.203	13.354	-0.009	-0.005	0.048
Si	13.472	5.664	13.407	0.034	0.012	0.057
Si	11.084	13.643	13.888	-0.012	0.055	0.031
Si	13.704	10.943	13.423	-0.009	0.027	0.036
Si	1.258	4.286	15.059	-0.11	0.049	-0.688
Si	4.441	0.934	15.154	-0.218	0.172	-0.77
Si	1.297	9.71	14.817	0.096	-0.247	-0.748
Si	4.259	6.479	14.918	0.01	0.252	-0.757
Si	1.997	14.38	14.967	-0.112	0.06	-0.75
Si	4.229	12.187	14.698	0.013	-0.015	-0.429
Si	6.386	4.144	15.105	0.327	-0.042	-0.672
Si	10.036	1.354	15.01	-0.276	-0.013	-0.669
Si	6.423	9.928	15.123	0.116	-0.083	-0.723
Si	9.72	6.802	14.88	-0.248	-0.004	-0.669
Si	6.837	15.211	15.066	0.043	-0.113	-0.673
Si	10.015	11.846	15.068	-0.055	0.149	-0.744
Si	11.931	4.591	14.791	0.204	-0.127	-0.834
Si	15.089	1.318	14.524	0.008	0.18	-0.624
Si	12.189	9.624	14.569	0.017	0.002	-0.474
Si	14.302	7.365	14.787	0.278	0.046	-0.792
Si	12.267	15.406	15.133	0.056	-0.343	-0.674
Si	15.399	11.876	14.752	-0.13	0.109	-0.853
Si	11.314	10.367	21.815	0.063	-0.115	-0.237
Si	8.431	8.293	31.934	-0.102	0.003	0.204
Si	9.611	15.993	27.825	-0.05	0.087	0.22
Si	15.483	13.457	21.429	-0.13	-0.056	-0.153
Si	1.619	8.699	29.735	0.162	-0.011	0.24
Si	9.5	3.136	17.67	0.081	-0.001	-0.139
Si	5.322	1.356	20.248	-0.006	-0.032	-0.17
Si	4.381	1.846	32.795	-0.004	-0.023	0.316
Si	14.06	15.091	17.839	-0.071	0.075	-0.406
Si	13.679	3.015	16.681	0.002	0.146	-0.146
Si	0.447	16.256	16.698	0.007	0.001	-0.121
Si	3.821	11.627	32.618	0.088	0.052	0.138
Si	15.401	11.837	23.915	0.03	-0.012	0.018
Si	10.816	4.883	22.948	0.122	-0.034	-0.225
Si	2.68	2.177	23.827	0.002	-0.076	-0.082
Si	1.409	6.794	19.487	0.098	0.056	-0.065
Si	6.384	12.697	19.406	0.062	-0.04	-0.249
Si	11.328	11.712	29.329	-0.101	-0.112	0.143
Si	6.394	8.416	21.392	-0.164	0.03	-0.171
Si	2.847	6.774	27.423	-0.084	0.094	0.316
Si	10.45	14.2	19.65	-0.055	-0.004	-0.272
Si	3.9	8.389	19.757	-0.091	-0.115	-0.185
Si	4.302	3.805	21.92	-0.079	-0.019	-0.172
Si	2.742	15.715	28.221	-0.024	0.049	0.274
Si	14.922	7.081	19.565	-0.028	-0.038	-0.205
Si	15.391	12.464	17.666	-0.055	0.019	-0.188
Si	3.803	10.951	29.727	0.026	0.004	0.235
Si	8.961	5.627	27.714	-0.088	-0.008	0.149
Si	0.741	1.627	21.597	0.011	0.023	-0.242
Si	8.191	8.327	17.214	0.004	-0.011	-0.231
Si	11.225	1.403	25.936	-0.038	0.09	0.138
Si	6.735	3.035	18.081	0.005	0.034	-0.176
Si	12.591	3.631	32.978	0.01	0.071	0.045
Si	14.159	0.804	25.261	-0.024	-0.088	0.12
Si	12.674	5.721	25.023	-0.097	0.072	0.14
Si	7.148	4.14	29.827	0.048	-0.088	0.177
Si	9.208	13.427	32.461	0.038	0.108	0.211
Si	12.462	0.018	20.299	0.075	-0.058	-0.203
Si	0.223	6.005	25.906	0.017	0.153	-0.047
Si	4.947	10.747	20.943	0.01	0.072	-0.073
Si	10.77	10.842	24.767	0.007	0.056	-0.08
Si	8.556	11.41	28.497	0.063	0.042	0.126
Si	3.482	1.867	26.568	0.099	-0.108	0.001
Si	2.447	2.191	17.154	-0.005	-0.067	-0.234
Si	11.784	6.698	27.876	-0.016	0.012	0.057
Si	12.687	5.195	20.621	0.112	0.08	-0.045
Si	14.436	10.124	19.368	0.009	-0.099	-0.24
Si	11.78	14.795	32.956	0.142	-0.056	0.111
Si	15.37	8.469	26.647	0.031	0.05	0.053
Si	10.728	9.613	27.427	-0.001	0.13	0.129
Si	4.922	4.339	27.656	0.127	0.042	0.003
Si	11.332	3.743	30.329	-0.083	-0.056	0.36
Si	14.221	9.626	22.186	-0.103	0.074	-0.172
Si	4.611	14.242	26.251	0.06	0.115	0.073
Si	7.296	4.368	25.472	-0.099	0.04	0.154
Si	1.095	15.297	32.562	0.023	-0.045	0.132
Si	2.048	3.785	19.809	-0.047	-0.061	-0.179
Si	14.891	9.394	29.264	0.032	-0.053	0.261
Si	14.098	0.237	28.31	0.205	0.089	-0.056
Si	6.582	9.535	29.828	0.102	0.073	0.183
Si	10.614	6.454	31.768	0.018	-0.01	0.372
Si	7.202	8.027	27.171	-0.037	0.012	0.039
Si	1.324	13.548	19.117	0.053	0.098	-0.247
Si	8.992	1.788	29.735	-0.049	-0.065	0.239
Si	4.805	0.298	24.443	-0.028	0.111	0.018
Si	13.316	12.422	25.784	-0.016	0.013	0.121
Si	8.233	13.752	21.715	-0.025	0.129	-0.172
Si	6.218	10.043	25.444	0.022	0.04	-0.008
Si	0.433	15.964	29.837	0.102	-0.049	0.269
Si	3.816	13.234	20.39	0.003	0.023	-0.032
Si	2.671	8.039	17.11	-0.05	0.047	-0.166
Si	15.446	5.459	16.907	0.09	-0.02	-0.273
Si	3.931	11.471	26.794	-0.099	-0.001	0.172
Si	12.835	2.919	28.004	-0.111	-0.039	0.025
Si	13.229	7.355	30.513	-0.094	-0.1	0.255
Si	14.485	6.189	32.807	0.159	-0.113	0.3
Si	6.639	4.066	32.789	0.069	-0.093	0.278
Si	10.088	15.576	30.704	0.083	0.054	0.262
Si	10.314	10.844	31.941	0.049	-0.031	0.251
Si	8.052	12.244	24.377	0.063	-0.027	-0.016
Si	8.49	13.521	17.292	0.065	0.071	-0.236
Si	14.716	3.639	25.836	-0.024	0.035	0.028
Si	0.923	10.822	26.248	-0.039	0.088	0
Si	5.902	6.035	23.313	-0.107	-0.036	-0.079
Si	12.275	2.718	19.145	-0.075	0.055	-0.23
Si	2.734	15.847	20.314	-0.003	-0.057	-0.19
Si	14.687	16.263	22.369	-0.132	0.173	-0.183
Si	7.524	13.833	26.758	0.076	-0.05	0.186
Si	9.019	2.441	23.866	-0.007	0.079	-0.052
Si	9.206	9.058	19.991	-0.105	0.053	-0.22
Si	4.845	7.602	25.453	-0.036	0.043	0.019
Si	9.984	6.246	20.537	-0.066	-0.135	-0.107
Si	7.961	5.509	18.44	0.091	-0.018	-0.237
Si	12.706	12.318	20.285	0.046	0.026	-0.221
Si	2.916	0.349	30.838	-0.052	0.015	0.204
Si	13.209	13.837	28.28	0.023	-0.121	-0.002
Si	14.87	7.513	24.045	0.164	-0.062	0.029
Si	1.557	9.38	32.766	-0.162	0.088	0.061
Si	15.199	11.927	27.977	0.006	0.014	0.03
Si	7.258	0.326	22.403	-0.117	0.021	-0.205
O	13.347	5.051	32.908	-0.036	-0.013	-0.107
O	7.107	8.76	31.153	-0.351	-0.077	0.206
O	3.088	2.291	33.642	-0.348	-0.102	-0.367
O	14.486	0.166	26.727	0.05	-0.21	-0.178
O	9.81	12.245	29.092	-0.28	0.613	-0.168
O	1.57	8.564	31.367	-0.078	-0.376	-0.109
O	2.673	10.529	32.828	-0.098	0.157	-0.042
O	6.121	5.271	33.718	0.307	0.296	-0.486
O	13.174	14.048	33.341	0.305	-0.128	-0.523
O	10.551	5.642	27.98	0.098	-0.537	-0.001
O	5.238	10.54	26.635	0.238	-0.029	0.4
O	10.495	6.186	33.374	-0.326	0.491	-0.198
O	7.052	5.424	24.265	0.499	0.394	0.126
O	6.649	15.097	34.511	-0.026	-0.006	-0.416
O	7.888	3.287	33.478	0.313	0.194	-0.361
O	1.249	15.215	28.643	-0.019	-0.372	-0.489
O	9.234	10.059	27.888	-0.259	-0.456	-0.278
O	12.418	3.944	29.164	0.363	0.28	-0.193
O	6.052	7.139	26.451	-0.15	-0.418	0.302
O	3.792	8.572	18.149	0.545	0.393	-0.111
O	2.603	15.74	32.136	0.608	-0.205	0.031
O	4.981	13.507	19.275	-0.087	0.498	-0.488
O	6.821	9.61	34.561	-0.111	0.114	-0.298
O	9.525	1.419	34.417	0.026	0.103	-0.569
O	13.497	6.676	24.026	-0.127	0.041	-0.434
O	2.675	0.805	27.466	-0.412	0.261	-0.044
O	13.58	2.526	33.542	0.353	-0.274	-0.617
O	11.871	11.863	21.595	-0.052	0.38	0.445
O	11.452	3.896	34.106	-0.055	-0.329	0.291
O	7.75	3.011	24.71	-0.433	-0.481	0.184
O	7.957	15.2	22.363	0.241	0.151	0.398
O	14.184	3.497	27.35	0.55	0.09	0.197
O	10.141	10.187	20.687	-0.191	0.566	0.065
O	3.826	11.937	31.029	0.024	0.345	-0.38
O	9.263	12.03	31.698	-0.357	-0.193	-0.644
O	2.079	9.188	16.15	0.077	0.171	0.366
O	0.194	13.378	20.231	-0.229	-0.279	0.093
O	10.571	13.768	33.286	-0.116	-0.189	0.207
O	8.872	9.222	18.398	0.064	0.419	-0.063
O	3.993	0.469	19.92	0.044	0.088	-0.124
O	6.02	14.345	27.047	0.042	0.408	0.607
O	14.62	16.278	23.983	0.235	-0.49	0.236
O	5.346	5.369	15.46	0.149	-0.014	0.532
O	9.364	12.44	16.452	-0.145	-0.362	0.444
O	7.564	6.958	17.844	-0.354	0.127	0.136
O	1.649	0.376	21.119	-0.105	-0.232	0.303
O	3.372	14.596	21.149	0.289	0.113	0.686
O	1.242	1.137	17.414	-0.084	-0.074	0.471
O	2.575	12.623	19.544	-0.023	-0.669	-0.125
O	0.937	2.847	20.538	-0.452	-0.003	0.044
O	11.126	8.162	27.937	0.118	0.112	0.321
O	2.285	7.531	28.78	0.153	-0.201	0.111
O	5.047	2.508	21.339	0.038	-0.058	0.221
O	9.271	7.793	16.115	0.21	0.451	0.055
O	0.595	13	17.774	0.37	0.181	-0.529
O	0.285	11.275	24.829	0.129	0.022	-0.363
O	5.718	2.041	18.826	-0.523	-0.2	-0.39
O	13.086	15.106	16.526	0.19	-0.013	0.325
O	13.832	6.347	20.532	0.068	0.264	0.494
O	5.76	9.805	21.975	0.263	0.038	0.588
O	7.831	8.796	20.783	-0.07	-0.092	0.333
O	10.86	5.711	15.326	0.224	-0.146	0.312
O	5.286	8.96	24.679	-0.277	-0.014	-0.581
O	12.642	9.389	21.806	-0.045	-0.555	-0.017
O	16.234	0.427	15.267	0.43	-0.274	-0.434
O	11.101	0.186	15.492	-0.061	-0.153	0.326
O	1.469	15.056	16.356	-0.112	-0.123	0.617
O	11.318	5.629	19.888	-0.085	-0.151	-0.589
O	8.637	5.651	19.895	-0.277	-0.219	0.544
O	12.501	3.993	16.194	-0.125	0.212	0.41
O	9.502	14.277	18.323	0.274	0.462	0.013
O	5.033	9.935	29.988	-0.151	-0.221	0.128
O	11.637	2.642	26.928	-0.158	0.317	-0.285
O	1.715	6.064	26.498	0.053	-0.531	-0.34
O	14.949	8.247	22.618	0.551	-0.206	-0.166
O	6.572	3.212	16.46	-0.213	-0.166	-0.015
O	13.164	2.156	17.927	0.303	-0.745	0.156
O	14.975	3.914	16.979	0.289	-0.286	0.134
O	12.561	1.013	25.122	-0.057	-0.05	-0.324
O	16.041	12.535	22.623	0.632	-0.231	0.053
O	13.202	16.136	21.722	-0.343	0.017	0.477
O	4.338	12.148	21.486	-0.069	0.274	0.859
O	1.278	2.095	23.05	-0.351	0.347	0.568
O	9.017	4.701	17.461	0.184	0.188	-0.259
O	0.429	9.316	26.606	0.349	-0.282	0.279
O	7.716	14.558	16.299	0.352	-0.081	0.054
O	12.342	9.316	34.48	-0.109	-0.025	-0.472
O	14.014	1.921	15.578	-0.172	-0.093	0.061
O	14.498	6.48	16.122	-0.358	-0.096	0.26
O	5.35	4.981	22.227	0.302	0.12	-0.439
O	3.768	1.445	16.567	-0.004	-0.026	0.311
O	3.114	13.224	15.421	0.04	-0.022	0.298
O	11.713	10.704	28.123	0.767	0.132	-0.311
O	5.428	3.033	32.663	-0.003	0.206	-0.436
O	12.025	3.035	31.603	-0.108	-0.387	-0.207
O	14.379	13.567	18.301	-0.31	-0.192	0.295
O	3.961	5.645	27.777	0.159	-0.063	0.162
O	3.394	6.916	16.22	-0.03	-0.427	0.12
O	5.198	11.052	33.25	0.167	0.053	-0.434
O	3.553	3.431	23.297	0.163	0.265	0.537
O	14.437	12.889	24.704	0.157	0.603	-0.02
O	10.035	1.755	24.92	-0.013	0.001	-0.159
O	7.329	12.744	18.11	-0.385	-0.166	-0.109
O	14.397	10.681	23.383	-0.446	0.019	0.419
O	4.775	1.199	25.811	0.43	-0.004	0.261
O	7.057	9.239	16.481	-0.032	0.14	0.279
O	9.898	3.562	23.078	-0.248	-0.003	-0.397
O	3.552	7.827	26.397	0.004	0.487	-0.334
O	6.153	0.424	23.583	-0.112	0.123	0.306
O	10.767	5.115	30.911	-0.075	-0.118	-0.361
O	4.075	6.787	34.431	0.064	0.173	-0.418
O	14.788	13.428	28.394	0.581	0.5	-0.033
O	3.532	0.807	23.565	-0.137	-0.396	-0.343
O	15.496	15.795	17.553	-0.01	0.248	0.516
O	14.354	8.526	19.02	-0.141	-0.068	-0.288
O	13.417	15.855	19.093	0.259	0.023	0.055
O	0.059	7.293	20.247	0.126	0.427	0.719
O	3.705	9.86	20.398	-0.49	0.337	-0.078
O	5.994	11.153	19.744	0.204	-0.506	-0.148
O	7.085	13.396	20.663	-0.225	0.211	0.164
O	5.262	11.088	15.481	0.118	-0.156	0.498
O	8.837	0.998	28.331	-0.314	0.339	-0.511
O	11.154	10.662	15.396	-0.143	-0.182	0.536
O	2.059	3.249	16.005	0.038	-0.283	0.146
O	0.508	5.366	16.061	0.152	0.305	0.088
O	12.75	13.618	26.73	-0.233	0.204	-0.39
O	11.205	5.428	24.419	-0.277	0.217	0.438
O	7.616	2.586	29.982	-0.353	-0.36	-0.003
O	13.809	8.857	30.322	-0.317	0.374	0.091
O	8.274	12.605	22.837	-0.076	-0.489	-0.244
O	9.622	13.674	20.915	0.095	-0.106	0.152
O	13.517	4.35	25.034	-0.088	-0.39	-0.246
O	11.735	13.249	19.385	0.191	0.069	-0.192
O	6.652	4.569	18.637	-0.705	0.484	0.251
O	1.948	8.255	33.834	-0.223	-0.291	0.027
O	15.507	14.963	21.954	0.2	0.124	-0.121
O	7.786	12.407	27.488	-0.188	-0.081	0.036
O	15.394	0.199	29.265	-0.116	0.072	-0.086
O	10.844	9.628	25.825	0.064	-0.619	-0.176
O	9.71	2.318	16.292	-0.256	-0.065	-0.053
O	14.676	8.627	25.208	-0.341	0.45	-0.055
O	1.404	5.182	19.339	-0.241	-0.077	-0.317
O	12.141	1.588	20.256	-0.061	0.191	0.692
O	1.438	0.842	30.327	-0.166	0.734	-0.306
O	16.089	4.47	25.854	0.292	-0.326	-0.021
O	8.05	13.252	33.541	-0.132	-0.274	-0.455
O	0.373	11.822	27.412	0.269	0.366	0.309
O	13.157	3.923	19.757	0.773	-0.13	0.033
O	10.757	0.106	26.79	0.282	-0.472	-0.037
O	5.649	16.228	15.607	-0.075	0.121	0.22
O	4.246	12.734	25.85	0.055	0.112	-0.561
O	6.546	7.289	22.522	0.44	0.174	0.439
O	11.911	7.392	31.471	0.064	0.535	0.223
O	3.904	11.835	28.379	0.184	0.294	-0.031
O	13.115	15.363	28.694	-0.574	0.151	0.512
O	14.829	12.459	16.151	-0.532	0.207	0.236
O	7.449	9.266	26.155	0.615	0.187	-0.21
O	8.221	2.445	18.393	0.095	-0.471	0.287
O	7.648	13.588	25.168	0.017	0.64	-0.481
O	3.217	4.233	20.816	0.288	0.642	-0.102
O	2.737	7.358	20.238	0.04	-0.197	0.563
O	14.369	8.94	27.802	-0.496	-0.15	-0.361
O	2.681	2.981	18.544	0.414	-0.027	0.179
O	12.341	12.95	29.307	0.026	0.023	0.598
O	9.953	5.985	22.128	-0.402	0.144	0.221
O	14.467	6.566	31.236	0.296	-0.298	-0.364
O	8.414	1.411	22.764	0.305	0.163	-0.248
O	0.192	10.137	33.276	-0.403	-0.249	-0.633
O	14.987	11.002	29.289	-0.15	0.2	0.465
O	10.173	2.87	29.666	0.141	0.292	-0.23
O	15.31	6.04	18.391	0.06	-0.169	0.039
O	12.078	11.757	25.011	0.079	-0.034	-0.461
O	8.554	4.757	26.415	0.432	-0.195	-0.293
O	5.372	7.88	20.227	0.212	-0.312	-0.354
O	11.399	10.927	30.747	0.512	-0.31	-0.174
O	0.164	10.784	15.292	0.038	0.18	0.639
O	3.54	12.931	33.525	0.582	0.195	-0.297
O	11.029	15.639	20.093	-0.2	0.427	0.304
O	16.214	6.649	24.423	0.456	-0.227	-0.397
O	3.957	3.057	27.525	-0.209	-0.017	0.175
O	14.966	2.201	25.172	0.559	0.19	-0.615
O	13.229	1.526	28.698	-0.168	-0.075	0.595
O	15.345	10.981	18.334	0.233	-0.312	0.057
O	9.235	7.09	31.22	-0.167	-0.348	-0.445
O	15.671	6.902	26.927	-0.379	-0.298	0.366
O	0.049	8.789	29.395	-0.037	-0.352	0.001
O	14.011	13.041	20.905	0.046	-0.017	0.011
O	6.541	0.526	20.941	0.327	-0.456	-0.103
O	13.043	10.979	19.401	-0.673	-0.197	-0.145
O	8.121	7.77	33.431	-0.035	-0.668	-0.256
O	1.914	15.09	19.095	-0.09	0.271	-0.411
O	8.984	14.598	31.381	-0.503	0.153	-0.29
O	1.454	7.419	17.979	-0.564	-0.206	-0.088
O	12.226	4.715	22.114	0.457	-0.388	0.36
O	5.062	0.564	33.498	0.064	-0.101	-0.328
O	10.971	11.1	33.378	0.135	0.357	-0.274
O	15.518	1.202	21.759	-0.372	0.242	-0.084
O	14.91	12.123	34.143	-0.14	0.019	-0.513
O	12.557	6.382	26.494	0.448	0.081	-0.104
O	4.67	6.496	24.283	-0.472	-0.42	0.017
O	9.512	9.476	31.987	0.227	-0.097	-0.122
O	8.224	5.026	29.018	0.371	0.128	-0.016
O	11.528	15.296	31.428	0.439	0.297	-0.512
O	2.464	2.38	25.412	-0.479	0.376	0.263
O	5.744	4.23	29.046	-0.348	0.137	0.238
O	14.074	7.501	33.654	0.109	0.126	-0.248
O	13.242	8.542	15.29	0.111	-0.042	0.544
O	0.334	0.092	33.431	-0.002	0.279	-0.437
O	3.586	15.874	29.608	0.509	-0.103	-0.182
O	6.669	8.507	28.602	-0.34	-0.332	0.033
O	7.473	10.866	29.569	0.054	0.535	0.429
O	2.451	10.076	29.526	-0.101	0.183	-0.436
O	9.425	11.695	25.026	0.045	0.116	0.373
O	12.826	6.651	29.116	0.391	-0.483	-0.286
O	1.324	4.031	34.429	0.019	-0.069	-0.404
O	10.273	15.298	29.13	0.517	-0.289	-0.167
O	4.624	15.094	24.888	-0.209	-0.411	-0.375
O	15.019	1.246	0.207	-0.029	-0.027	-0.106
O	14.166	11.457	26.795	-0.064	-0.414	-0.013
O	5.955	4.267	26.39	-0.091	-0.293	-0.407
O	15.014	10.18	20.881	0.554	0.314	0.327
O	10.142	7.779	20.163	0.451	0.051	0.079
O	2.534	10.837	26.282	0.149	-0.455	-0.177
O	10.803	3.103	18.603	-0.055	0.131	0.426
O	8.577	14.959	27.181	0.133	0.144	-0.436
O	11.6	16.116	33.861	0.23	0.205	-0.203
O	10.677	10.233	23.284	-0.331	-0.407	0.08
O	7.023	4.679	31.351	0.231	0.496	-0.295
O	1.261	14.076	33.619	-0.35	-0.248	-0.187
O	0.264	15.027	31.181	-0.529	-0.255	-0.316
O	8.515	7.147	27.405	0.187	0.266	0.184
O	15.892	5.667	33.417	0.326	0.248	-0.412
O	3.434	14.671	27.252	-0.308	-0.378	-0.086
O	6.841	11.174	24.502	-0.327	-0.058	-0.412
O	9.442	0.728	30.881	-0.093	0.226	0.589
O	3.901	1.517	31.296	0.299	0.419	-0.561

Results
total energy: -137259.340 eV
total energy less fixed offsets of O -438.35, Si -107.03 eV per atom: 12.740 eV
